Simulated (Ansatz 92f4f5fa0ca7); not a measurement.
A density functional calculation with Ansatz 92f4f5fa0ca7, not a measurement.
Periodic cell of 216 atoms, Si133O81H1N1, from a study of silicon, its oxide and their interface. The atomic structure is a simulated model.
Doubt: the cutoff is far below the 930 eV that the study's wrapper takes by default for these files, so forces and energies are approximate.
This geometry differs little from another in the collection (a relaxation step or a small displacement).

Settings
functional: PBE
potential files: Ansatz PAW
basis: plane waves
wave-function cutoff: 580 eV
density cutoff ratio: 5
exchange-correlation grid ratio: 1
k mesh: 1 x 1 x 1, Gamma-centred
self-consistency stop: 5e-08 eV per atom in the density residual
occupations: fixed
spin: none
net charge: 0

Cell vectors (angstrom)
a  10.938  0  0
b  0  10.938  0
c  0  0  31.324

Atoms and the computed forces on them: element, x, y, z (angstrom), force x, y, z (eV/angstrom)
Si  0.2217  -0.7079  23.8963  0.0004  0.0027  -0.0023
Si  5.0148  0.3322  23.89  0.0032  0.0015  -0.0014
Si  3.2228  2.1253  23.747  -0.0011  -0.0004  -0.0026
Si  7.8768  3.0545  23.9566  -0.0002  -0.0017  -0.0024
Si  -0.6058  6.1188  23.9259  -0.0003  0.0005  -0.0021
Si  6.1355  4.8897  23.939  0.0006  0.0001  -0.0048
Si  2.1697  8.7603  23.9477  0.003  0.0018  -0.0021
Si  8.5896  7.7335  24.2077  0.0013  0.0021  -0.0054
Si  1.3194  1.2534  24.953  -0.0012  -0.0002  0.0007
Si  6.7722  1.3619  25.1619  0.001  -0.002  -0.0015
Si  4.1656  3.9721  25.011  -0.0002  0.0033  0.0037
Si  9.5754  4.1711  25.1323  0.0005  0.0011  0.0006
Si  1.3403  6.85  25.0814  0.001  -0.0025  0.0024
Si  6.8109  6.7109  25.2853  -0.0032  0.0033  0.0016
Si  3.9889  9.616  25.2137  -0.0002  -0.0042  -0.0004
Si  9.5608  9.4789  25.4079  -0.0004  -0.0007  -0.0012
Si  2.6579  0.0473  26.5608  -0.0004  0.0028  -0.0005
Si  8.1679  0.0268  26.5452  -0.0009  0.0006  -0.0008
Si  0.0329  2.7189  26.4198  0.0011  -0.001  -0.0002
Si  5.4617  2.7306  26.5637  -0.0018  0  -0.002
Si  2.7689  5.4237  26.4088  0.0003  -0.0015  -0.0023
Si  8.2404  5.4412  26.6237  0.001  -0.0025  -0.0024
Si  0.0698  8.1381  26.6343  0.0004  -0.0003  -0.0034
Si  5.4265  8.2058  26.5098  0.0003  -0.0002  -0.0017
Si  4.1018  1.3673  27.9058  -0.27  0.1231  0.1823
Si  9.5708  1.3673  27.9058  0.1123  0.2859  -0.4659
Si  1.3673  4.1018  27.9058  0.1851  -0.1272  -0.7803
Si  6.8362  4.1018  27.9058  -0.0122  -0.1987  0.4113
Si  4.1018  6.8362  27.9058  -0.2483  -0.2277  -0.4684
Si  9.5708  6.8362  27.9058  0.2296  -0.1657  0.7386
Si  1.3673  9.5708  27.9058  0.1552  0.0933  0.5779
Si  6.8362  9.5708  27.9058  -0.2138  -0.0769  -0.201
Si  0  0  29.273  -0.0229  -0.0822  0.0007
Si  5.469  0  29.273  -0.0966  -0.0987  0.0015
Si  2.7345  2.7345  29.273  0.0834  -0.0082  0.0238
Si  8.2035  2.7345  29.273  -0.018  0.0367  0.0256
Si  0  5.469  29.273  -0.1366  0.0563  0.0425
Si  5.469  5.469  29.273  0.0218  -0.033  -0.0107
Si  2.7345  8.2035  29.273  -0.0202  0.0665  0.0305
Si  8.2035  8.2035  29.273  0.0413  -0.0255  -0.0107
Si  1.3673  1.3673  30.6403  -0.0315  0.0074  0.0004
Si  6.8362  1.3673  30.6403  0.0648  -0.0051  -0.0425
Si  4.1018  4.1018  30.6403  -0.0289  0.0419  0.0157
Si  9.5708  4.1018  30.6403  0.0184  -0.0535  -0.0195
Si  1.3673  6.8362  30.6403  0.0489  -0.0248  -0.0273
Si  6.8362  6.8362  30.6403  0.0022  0.0189  0.0005
Si  4.1018  9.5708  30.6403  0.0324  -0.0383  -0.0138
Si  9.5708  9.5708  30.6403  -0.0352  0.0448  0.0006
Si  2.7345  0  0.6835  0.0481  -0.0534  -0.0204
Si  8.2035  0  0.6835  -0.0654  0.0057  0.0307
Si  0  2.7345  0.6835  -0.082  0.035  0.0314
Si  5.469  2.7345  0.6835  0.0343  -0.0388  0.0181
Si  2.7345  5.469  0.6835  -0.043  0.0654  0.0183
Si  8.2035  5.469  0.6835  0.0846  -0.031  -0.0201
Si  0  8.2035  0.6835  -0.0315  -0.0255  0.0075
Si  5.469  8.2035  0.6835  -0.0116  0.0393  0.0358
Si  4.1018  1.3673  2.0507  -0.1142  -0.0728  -0.0546
Si  9.5708  1.3673  2.0507  0.0467  -0.0155  0.0034
Si  1.3673  4.1018  2.0507  0.1289  0.0239  0.0136
Si  6.8362  4.1018  2.0507  0.0266  0.0835  -0.0269
Si  4.1018  6.8362  2.0507  0.0501  -0.0442  0.0016
Si  9.5708  6.8362  2.0507  -0.1333  0.012  -0.0578
Si  1.3673  9.5708  2.0507  0.0234  0.1062  -0.0204
Si  6.8362  9.5708  2.0507  0.1098  -0.0276  0.0411
Si  0  0  3.418  0.2563  0.2712  -0.3481
Si  5.469  0  3.418  -0.4488  0.019  0.3463
Si  2.7345  2.7345  3.418  0.0304  -0.0223  -0.3963
Si  8.2035  2.7345  3.418  0.1465  0.1203  0.4402
Si  0  5.469  3.418  0.1344  0.3149  0.4838
Si  5.469  5.469  3.418  -0.1159  -0.1014  -0.3174
Si  2.7345  8.2035  3.418  0.0161  0.0175  0.6051
Si  8.2035  8.2035  3.418  0.0242  -0.2791  -0.7687
Si  1.3644  1.4189  4.7811  0.0012  -0.0018  0.0004
Si  6.7835  1.3967  4.7902  -0.0015  -0.0015  -0.0002
Si  4.1142  4.0688  4.7573  -0.0007  0.0007  0.0015
Si  9.6042  4.1309  4.8422  -0.0015  0.0005  -0.0026
Si  1.3988  6.8394  4.893  -0.0001  0.0014  0.0005
Si  6.8219  6.8565  4.7204  -0.0011  -0.0009  0.0038
Si  4.046  9.6071  4.8815  0.0003  -0.0014  0.0002
Si  9.6354  9.5  4.6696  0.004  0.001  0.0039
Si  2.6721  0.1334  6.2813  0.0006  0.0002  -0.001
Si  8.1898  -0.1049  5.8896  -0.0009  0.003  0.0002
Si  0.1144  2.8363  6.2415  0.0041  -0.0005  0.003
Si  5.4758  2.7937  6.2319  -0.0015  -0.0028  0.001
Si  2.8015  5.3736  6.2211  -0.0017  -0.0009  -0.0008
Si  8.2132  5.5648  6.1165  -0.0004  0.0008  -0.0017
Si  0.0699  8.3687  6.2324  -0.0003  -0.0018  -0.0045
Si  5.4677  8.1639  6.1628  -0.0015  0.0006  -0.0024
Si  3.7339  1.86  7.5816  0.0022  -0.0033  0.0031
Si  9.6898  1.1467  7.0841  -0.0034  -0.0038  -0.0008
Si  1.9966  3.6051  7.6619  -0.0006  0.0026  0.0006
Si  6.4953  4.6127  7.4143  -0.0034  0.0019  -0.0021
Si  4.6698  6.2738  7.3562  0.004  -0.001  0.002
Si  9.1289  7.435  7.2406  -0.0003  0.0011  0.0016
Si  0.6483  10.4287  7.4187  0.0014  0.0025  0.0011
Si  7.3593  9.0671  7.2222  0.001  0.0003  0.0009
N  7.12  4.178  9.0319  0.0009  -0.0015  0.0024
O  7.2541  9.1778  8.907  0.0004  -0.0004  0.0004
O  9.2861  7.4256  8.9273  -0.0005  0.0001  -0.0007
O  0.8733  10.4792  9.0742  -0.0002  0.0004  0
O  4.2113  1.4611  9.1419  0.0003  0.0015  -0.0031
O  1.8573  3.9482  9.3084  0.0003  -0.0004  -0.0019
O  8.3894  1.8091  7.9575  -0.0011  0.0023  0.0032
O  4.2279  6.5211  8.9362  0.0003  -0.0004  -0.0013
O  8.277  8.2528  22.6588  -0.0004  0  0.0027
O  8.565  2.2974  22.6223  0.0004  0.0006  0.0011
O  6.0651  5.6489  22.4487  0.0001  -0.001  0.0023
O  2.7901  2.5595  22.1799  0.0002  0.002  -0.0005
O  10.3962  9.984  22.381  0.0011  0  0
O  0.1628  3.6663  18.2932  0.001  -0.0003  -0.0008
O  2.6389  8.6248  22.3548  0.0001  -0.0006  0.0007
O  5.5495  -0.4945  22.5442  -0.0007  -0.0003  0.0008
Si  7.0819  5.2071  10.4553  0.0001  0  -0.0003
Si  -1.3211  3.8919  11.2241  0.0005  -0.001  -0.002
Si  3.2806  7.2369  10.0215  0  0.0007  0.0004
Si  3.1657  13.5037  15.8165  0.0002  -0.0008  0
Si  -1.316  12.2633  12.7503  0  0.0002  -0.0004
Si  -0.2417  5.2566  21.0265  0.0012  0.0004  0.0014
Si  6.3597  10.2995  21.1366  0.0009  0  -0.0009
Si  9.0547  -1.6443  21.6808  -0.0012  -0.0014  0.0006
Si  6.2536  -7.9592  15.1893  0.0003  -0.0001  0.0007
Si  1.4487  -1.4793  10.1933  0.0012  -0.0004  0.0002
Si  7.8231  2.585  9.2653  0.0004  -0.0006  0.0017
Si  5.79  0.7208  18.5862  0.0002  -0.0001  0.0013
Si  -1.699  2.5265  21.1496  -0.0003  -0.0004  -0.0004
Si  7.7169  5.0197  17.0859  -0.0001  0.0003  0.0007
Si  6.891  3.2414  19.4045  0.0009  -0.0002  0.0001
Si  1.5134  4.7349  10.7092  -0.0009  -0.0013  -0.0001
Si  5.2341  5.2537  21.1108  0.0004  0.0006  -0.0008
Si  3.4385  -0.2252  16.8572  -0.0009  0  0.0005
Si  5.2425  3.7835  12.433  -0.0003  -0.0005  -0.0001
Si  9.8676  -1.3975  11.8056  0.0004  0.0002  -0.0001
Si  -3.4991  11.2304  14.5216  0.0005  -0.0004  0.0003
Si  5.0923  -1.6926  14.5686  0.0005  0.0002  0.0007
Si  2.5703  3.8842  21.2483  -0.0004  0.0005  -0.0009
Si  1.6619  3.0101  18.4625  -0.0001  -0.0002  0.0015
Si  -0.8188  10.379  14.6622  -0.0003  0.0006  0.0004
Si  8.0466  8.055  9.8225  -0.0004  0.0001  -0.0007
Si  5.0141  8.0195  19.571  0  0  0.0004
Si  13.2622  9.1615  20.8527  -0.0004  0.0003  -0.0009
Si  10.7386  -5.6962  17.9729  0.0003  -0.0006  0.0005
Si  5.2023  7.0148  16.6062  0.0002  -0.0002  -0.0001
Si  5.1784  12.2834  10.4663  0.0003  0.001  -0.0008
Si  11.6011  11.5727  20.0355  -0.0001  -0.0006  0
Si  4.0161  9.6339  11.657  0  0.0003  0
Si  -0.2074  8.8454  19.3851  0.0003  -0.0002  0.0007
Si  2.5233  4.3121  13.5714  0  -0.0003  0.0001
Si  2.185  6.2626  15.9973  0.0005  -0.0001  0.0001
Si  1.037  8.9355  16.7275  0.0006  -0.0002  0.0004
O  2.191  -2.6746  9.3449  -0.0001  0  0.0002
O  6.1632  8.8636  20.3677  0.0004  0.0001  -0.0006
O  9.2116  2.7973  10.0918  -0.0014  0.0015  0.0021
O  -0.2684  10.4803  19.2792  0.0006  0.0003  -0.0007
O  1.094  8.318  20.2077  0.0002  -0.0001  -0.0005
O  -2.8527  2.2972  20.0126  0.0007  0  -0.0002
O  2.3911  2.9513  14.4438  0.0005  -0.0002  -0.0006
O  -0.1155  4.8736  10.7496  -0.0013  -0.0012  0.0003
O  -1.0089  2.9064  12.4971  0.0001  0.0007  -0.0018
O  9.5524  4.1154  21.048  0.0008  0  -0.0004
O  5.775  4.859  11.3464  0.0002  -0.0001  0
O  14.5624  8.7791  19.9577  0.0001  -0.0002  -0.0011
O  3.7152  -5.9716  21.616  -0.0017  -0.0018  -0.0014
O  9.9122  9.2994  13.4316  0.0002  -0.0006  -0.0011
O  5.8821  3.8707  20.5215  0  -0.0006  -0.0004
O  5.117  7.993  17.9314  0.0002  0.0006  0
O  8.677  -11.2562  15.4166  0.0007  0.0001  -0.0006
O  9.3316  -5.5024  17.1117  0.0004  0  -0.0009
O  13.1666  -1.1492  17.4488  0.0005  -0.0002  -0.0006
O  13.5522  3.6016  19.6488  -0.0006  -0.0004  0.0006
O  1.9963  5.533  14.5367  0.0001  -0.0001  -0.0006
O  5.773  11.4915  20.2087  0  -0.0001  -0.0004
O  6.6001  -4.7644  16.7866  0.0003  -0.0004  -0.0008
O  10.6071  1.6293  20.9144  -0.0003  -0.0001  -0.0004
O  -2.5903  4.8783  11.4488  0.0012  -0.0007  -0.0002
O  4.2339  -2.7926  10.9915  0  -0.0004  -0.0005
O  2.3727  6.1174  10.7901  0.0007  0.0008  0.0001
O  12.7967  -0.1783  20.8575  0.0006  -0.0006  -0.0004
O  7.0394  6.8018  10.1335  0.0005  0.0001  0.0001
O  22.109  -2.0668  11.099  -0.0005  0.0001  0.0003
O  4.0719  4.6018  13.2002  0.0004  -0.0001  -0.0001
O  4.7208  14.0185  15.7504  0.0003  0  -0.0009
O  -0.034  -2.6074  17.8312  -0.0001  0  -0.0007
O  6.0797  13.2481  18.3368  0.0003  0  -0.0012
O  -0.5507  6.2947  22.2456  0.001  -0.002  -0.0008
O  2.5049  14.2195  17.1109  0.0003  0.0003  -0.0005
O  -2.966  -0.456  21.3651  0.0004  0.0001  -0.0006
O  5.0615  10.7776  11.1175  0.0002  -0.0001  0.0003
O  1.0966  5.7475  17.1123  -0.0002  -0.0003  -0.0003
O  -4.4702  9.9984  14.1271  0.0005  -0.0002  -0.0008
O  1.1372  4.5635  21.5394  0.0006  -0.0001  -0.0023
O  -4.0722  -0.2802  17.8838  -0.0046  -0.0007  -0.0087
O  -8.4195  10.1529  11.2226  0.0003  -0.0002  0.0002
O  6.6418  1.4057  15.3847  -0.0003  0.0002  -0.0002
O  3.7595  6.1831  16.5123  0.0005  -0.0001  -0.0008
O  4.2883  11.2891  18.1026  0.0008  0.0001  0.0003
O  6.3163  3.385  13.6017  0.0003  -0.0001  -0.0005
O  5.3889  7.7405  15.1362  0.0004  -0.0011  -0.0003
O  0.2578  9.9357  15.7407  0.0011  -0.0003  0.0002
O  12.6824  7.8183  15.7845  0  0.0001  -0.0007
O  -0.357  11.81  14.0031  0.0001  0  -0.0005
O  6.7392  1.6229  10.035  0.0016  0.0019  -0.0025
O  -0.2416  -5.0286  19.5015  0.0002  -0.0002  -0.0004
O  -2.8792  22.9115  13.1961  0.0001  -0.0001  0.0001
O  5.1692  6.4616  20.0337  0.0002  -0.0005  -0.0008
O  1.7895  4.004  12.148  0.0001  0  -0.0001
O  -6.5423  9.9265  15.8417  0.0013  -0.0008  -0.0008
O  9.4169  -2.4512  20.283  0.0002  0  -0.0012
O  -3.5516  3.8591  15.977  0.0001  -0.0006  -0.0011
O  -6.8136  9.3661  13.261  -0.0008  0.0003  -0.0018
O  4.7478  2.4374  11.6231  0.0005  -0.0003  -0.0004
O  2.8643  0.9893  15.9568  0.0001  0.0006  -0.0011
O  9.8816  0.2385  11.5287  0.0008  -0.0008  -0.0001
O  8.5597  8.7776  11.1905  0.0004  -0.0003  -0.0003
O  7.5058  4.5032  18.6068  0.0004  -0.0003  -0.0004
O  1.3959  12.3966  18.8376  0.0001  0.0003  -0.0006
H  -3.2408  0.0604  17.5207  0.0049  0.0003  0.0072

Results
free energy: -131014.444 eV
free energy less fixed offsets of H -15.97, N -385.13, O -568.88, Si -635.61 eV per atom: 2.066 eV

The program warned: the cutoff lies below the one the program advises for these potential files; the forces do not sum to zero within the program's tolerance; the exchange-correlation potential is rough where the density is thin.
